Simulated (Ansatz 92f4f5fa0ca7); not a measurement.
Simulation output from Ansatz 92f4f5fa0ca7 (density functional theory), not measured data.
Periodic cell of 222 atoms, Si134O80N8, from a study of silicon, its oxide and their interface. The atomic structure is a simulated model.
Doubt: the cutoff is far below the 930 eV that the study's wrapper takes by default for these files, so forces and energies are approximate.
This geometry differs little from another in the collection (a relaxation step or a small displacement).

Settings
functional: PBE
potential files: Ansatz PAW
basis: plane waves
wave-function cutoff: 580 eV
density cutoff ratio: 5
exchange-correlation grid ratio: 1
k mesh: 1 x 1 x 1, Gamma-centred
self-consistency stop: 5e-08 eV per atom in the density residual
occupations: fixed
spin: none
net charge: 0

Cell vectors (angstrom)
a, 10.938, 0, 0
b, 0, 10.938, 0
c, 0, 0, 31.4588

Atoms: element, x, y, z (angstrom)
Si, -0.3392, -0.0629, 24.2257
Si, 5.5526, -0.2674, 24.0356
Si, 2.3466, 2.7335, 23.8009
Si, 8.6094, 2.3197, 23.6844
Si, 0.2611, 5.235, 24.1447
Si, 5.3505, 5.6571, 23.7926
Si, 2.0253, 8.7205, 24.0732
Si, 7.7894, 8.3321, 24.075
Si, 1.1782, 1.3729, 25.3501
Si, 6.8108, 1.4273, 25.1433
Si, 4.1146, 3.9713, 25.0366
Si, 9.5327, 3.9818, 25.226
Si, 1.3127, 6.8867, 25.4196
Si, 6.5997, 6.844, 25.4074
Si, 3.9571, 9.5331, 25.3215
Si, 9.3797, 9.3943, 25.4686
Si, 2.6806, 0.0565, 26.6691
Si, 8.1216, 0.0541, 26.6581
Si, -0.0423, 2.7889, 26.7307
Si, 5.4741, 2.7544, 26.5864
Si, 2.8126, 5.4403, 26.5868
Si, 8.162, 5.4589, 26.6031
Si, -0.0458, 8.1918, 26.771
Si, 5.3412, 8.2505, 26.749
Si, 4.1018, 1.3673, 28.0406
Si, 9.5708, 1.3673, 28.0406
Si, 1.3673, 4.1018, 28.0406
Si, 6.8362, 4.1018, 28.0406
Si, 4.1018, 6.8362, 28.0406
Si, 9.5708, 6.8362, 28.0406
Si, 1.3673, 9.5708, 28.0406
Si, 6.8362, 9.5708, 28.0406
Si, 0, 0, 29.4078
Si, 5.469, 0, 29.4078
Si, 2.7345, 2.7345, 29.4078
Si, 8.2035, 2.7345, 29.4078
Si, 0, 5.469, 29.4078
Si, 5.469, 5.469, 29.4078
Si, 2.7345, 8.2035, 29.4078
Si, 8.2035, 8.2035, 29.4078
Si, 1.3673, 1.3673, 30.7751
Si, 6.8362, 1.3673, 30.7751
Si, 4.1018, 4.1018, 30.7751
Si, 9.5708, 4.1018, 30.7751
Si, 1.3673, 6.8362, 30.7751
Si, 6.8362, 6.8362, 30.7751
Si, 4.1018, 9.5708, 30.7751
Si, 9.5708, 9.5708, 30.7751
Si, 2.7345, 0, 0.6835
Si, 8.2035, 0, 0.6835
Si, 0, 2.7345, 0.6835
Si, 5.469, 2.7345, 0.6835
Si, 2.7345, 5.469, 0.6835
Si, 8.2035, 5.469, 0.6835
Si, 0, 8.2035, 0.6835
Si, 5.469, 8.2035, 0.6835
Si, 4.1018, 1.3673, 2.0507
Si, 9.5708, 1.3673, 2.0507
Si, 1.3673, 4.1018, 2.0507
Si, 6.8362, 4.1018, 2.0507
Si, 4.1018, 6.8362, 2.0507
Si, 9.5708, 6.8362, 2.0507
Si, 1.3673, 9.5708, 2.0507
Si, 6.8362, 9.5708, 2.0507
Si, 0, 0, 3.418
Si, 5.469, 0, 3.418
Si, 2.7345, 2.7345, 3.418
Si, 8.2035, 2.7345, 3.418
Si, 0, 5.469, 3.418
Si, 5.469, 5.469, 3.418
Si, 2.7345, 8.2035, 3.418
Si, 8.2035, 8.2035, 3.418
Si, 1.4466, 1.371, 4.7179
Si, 6.889, 1.3803, 4.7304
Si, 4.1639, 4.0711, 4.7459
Si, 9.6363, 4.0607, 4.812
Si, 1.416, 6.7539, 4.8599
Si, 6.7466, 6.951, 4.8238
Si, 4.1596, 9.5017, 4.8129
Si, 9.5938, 9.4793, 4.7995
Si, 2.8638, 0.0472, 6.0359
Si, 8.2793, 0.0576, 6.0585
Si, 0.2695, 2.764, 6.1741
Si, 5.6087, 2.7936, 6.0992
Si, 2.8969, 5.369, 6.2212
Si, 8.138, 5.4905, 5.9868
Si, -0.0024, 8.082, 6.2395
Si, 5.4636, 8.3175, 6.4689
Si, 4.2988, 1.4188, 7.3992
Si, 10.067, 1.0686, 7.2615
Si, 2.0197, 3.6562, 7.6723
Si, 6.7451, 4.3579, 7.4934
Si, 4.3596, 6.4817, 7.7248
Si, 9.4615, 6.6, 7.4955
Si, 1.2948, 9.7693, 7.2531
Si, 6.6678, 10.2173, 7.5952
O, 5.5774, 5.3918, 8.0969
O, 3.1509, 2.468, 8.0812
O, 0.9323, 9.9155, 23.6894
N, 6.961, 9.7606, 23.3896
O, 1.4341, 4.1154, 23.7687
O, 1.5109, 8.3243, 10.6479
N, 1.5784, 4.4132, 9.2314
O, 7.7599, 9.8159, 8.8108
N, 9.9075, 3.6649, 10.4766
O, 7.6318, 3.7818, 8.777
N, 5.6274, 0.5591, 8.3648
N, 3.3881, 6.7089, 9.2314
O, 10.7153, 6.3037, 10.2075
O, 4.4103, 0.2004, 22.9041
N, 8.3911, 5.4248, 20.6521
O, 4.2128, 6.6082, 23.0687
O, 8.3571, 7.2923, 22.8849
N, 2.409, 1.9881, 22.1363
O, 2.2331, 8.1981, 22.5433
N, 9.3121, 0.7076, 23.2015
Si, 5.4482, 9.1949, 11.0106
Si, 2.8136, 8.3093, 9.6609
Si, 5.725, -0.7061, 15.3483
Si, 2.095, 4.1678, 18.3241
Si, 10.9184, -5.6189, 14.4238
Si, 1.8566, 7.3126, 17.6986
Si, 16.1909, 1.9403, 14.1185
Si, 3.562, 0.7531, 21.6311
Si, 2.757, 5.3376, 10.175
Si, 3.5293, 3.5717, 15.6562
Si, 7.8729, -2.211, 20.1096
Si, 8.663, 2.7629, 9.5632
Si, 8.1234, 2.8063, 14.1044
Si, 10.8408, 4.8288, 9.5122
Si, 1.0402, 2.6, 14.3241
Si, 7.985, -0.1571, 22.3746
Si, 11.6465, 5.4812, 21.349
Si, 7.906, 8.4276, 9.6731
Si, 8.2956, 3.6882, 20.7314
Si, 5.0582, 3.5148, 11.5159
Si, 8.6832, -1.5568, 15.2153
Si, 14.2937, -1.7671, 19.8123
Si, 0.7561, -3.9012, 11.2813
Si, 21.2279, 3.4553, 12.1671
Si, 9.1119, -3.1133, 12.4327
Si, -1.1793, -3.9962, 16.7351
Si, 16.0231, 7.7798, 13.8224
Si, -0.9505, 12.1092, 15.9808
Si, 6.2127, 1.6612, 20.4705
Si, 10.599, 2.469, 18.7864
Si, 1.5961, 2.7354, 20.7853
Si, -1.5193, -4.6432, 19.5423
Si, 5.978, 10.3923, 18.4397
Si, 7.0459, 5.4614, 13.1109
Si, 7.4912, 6.4341, 21.7586
Si, 3.2108, 7.0967, 21.8899
Si, 6.1996, 1.0669, 9.9784
Si, 13.6969, -4.3955, 14.9545
O, 8.4686, -1.0493, 21.1025
O, 4.5948, 9.7994, 19.0063
O, 11.667, 2.6766, 12.6977
O, 6.9688, 0.9854, 21.772
O, 3.5308, 5.133, 15.2211
O, 11.0901, 10.8256, 7.8484
O, 9.5837, 1.9148, 8.5561
O, 2.6185, 2.6419, 14.6554
O, 10.3906, -6.0085, 12.9151
O, 13.8098, -0.4949, 20.7774
O, -1.7403, -3.0379, 19.6932
O, 12.2128, 6.2819, 14.3799
O, 6.0147, 6.4403, 13.9149
O, 6.8381, 1.8896, 13.8097
O, 9.0695, 2.5877, 12.796
O, 3.9333, 7.8961, 20.6744
O, 12.8899, 5.9283, 11.4979
O, 5.1852, -13.1677, 15.1582
O, 7.7103, 4.3999, 14.1827
O, 4.9984, 2.8978, 15.4356
O, -2.4155, 7.2931, 8.6811
O, 10.1765, 1.4551, 17.5826
O, -0.2095, 7.5391, 12.4732
O, 4.6118, 1.5913, 20.696
O, 3.5309, -3.6202, 13.7529
O, 0.5412, 3.8599, 21.3126
O, 3.9572, 9.1977, 10.3923
O, -0.7775, 5.1696, 8.0577
O, 7.294, -0.7653, 14.9861
O, 2.2954, -5.0733, 21.358
O, 9.6802, -0.4064, 15.7687
O, 7.7386, 1.605, 10.2599
O, 8.9555, 8.7643, 13.7362
O, -8.6839, 8.5112, 18.7642
O, 2.7244, 7.4565, 16.3112
O, 0.6633, 1.7145, 19.8724
O, 17.7152, 3.1792, 20.3452
O, 17.2289, 4.5372, 11.9573
O, 11.2225, -3.4651, 17.2568
O, 6.3581, -2.812, 10.1401
O, 6.4355, 5.4317, 22.5308
O, 5.3317, 2.3942, 10.3613
O, 10.8597, 16.9059, 22.6909
O, 4.8758, 11.3112, 14.4421
O, 5.4789, 8.6875, 12.5451
O, 13.9795, 3.4696, 17.1959
O, 6.004, -0.2073, 10.996
O, 2.3445, 9.1314, 8.3472
O, 2.201, 5.7979, 18.2515
O, 15.4926, 13.583, 12.8112
O, 0.5226, -7.2242, 18.1321
O, 5.6637, -0.2433, 16.8929
O, 6.501, 0.8493, 19.0974
O, 9.1681, 5.9927, 17.9467
O, 8.5776, 3.2199, 22.2865
O, 19.7883, 2.2373, 15.4512
O, 7.1604, -1.6224, 18.7711
O, -2.1748, 8.1816, 16.3359
O, 11.3287, 3.897, 15.0957
O, 10.9731, 6.0819, 19.9979
O, 3.9182, 4.4351, 10.8312
O, 9.8246, -4.8922, 15.3674
O, -1.6489, 3.0405, 19.5924
O, 11.3442, 12.2552, 15.0769
O, 8.7963, -2.3157, 11.0289
O, 6.8489, 7.6588, 20.8452
O, 2.6113, 3.5301, 19.7477
O, 19.0976, -4.4568, 12.4569

Results
free energy: -133763.378 eV
free energy less fixed offsets of N -385.13, O -568.88, Si -635.61 eV per atom: -0.198 eV

Forces (eV/angstrom), in the order of the atoms: element, x, y, z
Si, 0.0171, 0.0071, -0.0069
Si, 0.0107, 0.0091, -0.0087
Si, -0.0044, 0.0012, -0.0169
Si, 0.0183, 0.0161, 0.0014
Si, 0.0058, 0.0051, -0.0097
Si, -0.0025, 0.0009, -0.0056
Si, -0.0146, 0.0044, -0.0118
Si, -0.012, -0.0061, -0.0086
Si, 0.0005, -0.009, 0.0059
Si, -0.0117, -0.0039, -0.0001
Si, -0.0018, 0.0032, 0.0005
Si, -0.0093, -0.0092, -0.0024
Si, -0.001, 0.0002, -0.0017
Si, 0.0046, 0.0015, 0.0031
Si, 0.001, -0.0036, 0.0143
Si, 0.0082, -0.0033, -0.0005
Si, -0.008, -0.0003, -0.0039
Si, 0.0006, 0.0058, 0.003
Si, -0.0033, -0.0021, -0.0068
Si, 0.0041, -0.0009, 0.0015
Si, 0.0013, -0.0023, 0.0043
Si, 0.0023, -0.0026, -0.0013
Si, 0.0059, 0.0004, 0.0013
Si, 0.0005, 0.0035, -0.0037
Si, 0.0613, 0.282, -0.3597
Si, -0.2436, -0.0832, 0.0671
Si, 0.3722, 0.427, -0.1232
Si, -0.1185, 0.0363, -0.3413
Si, -0.2876, -0.5176, 0.4348
Si, -0.4604, -0.6054, 0.2541
Si, 0.0085, 0.22, 0.1783
Si, -0.3697, 0.373, 0.0699
Si, 0.0186, -0.0479, -0.0171
Si, -0.0053, -0.0972, 0.0221
Si, 0.0928, 0.0172, -0.0205
Si, -0.0096, -0.0937, -0.027
Si, 0.0134, 0.0241, 0.0209
Si, 0.0054, 0.0243, -0.0089
Si, -0.1371, -0.1497, 0.0102
Si, -0.0734, -0.147, -0.037
Si, -0.0636, 0.0199, -0.0192
Si, -0.0035, 0.1062, -0.0187
Si, -0.0171, 0.0148, 0.0038
Si, 0.0277, -0.0428, -0.026
Si, -0.0648, 0.0616, -0.0027
Si, -0.046, 0.044, -0.0024
Si, 0.0021, 0.0115, -0.0239
Si, 0.0277, 0.0423, -0.0318
Si, 0.0517, -0.041, 0.0041
Si, -0.0265, -0.0494, -0.0157
Si, 0.0563, -0.0353, 0.0327
Si, 0.0076, -0.1043, 0.0359
Si, -0.0211, 0.0265, -0.0114
Si, 0.0485, -0.0179, -0.0237
Si, 0.0133, -0.043, 0.0322
Si, -0.0129, -0.0051, 0.0342
Si, -0.063, 0.0786, -0.005
Si, -0.0573, 0.0163, -0.0079
Si, 0.0557, 0.0553, -0.0249
Si, 0.2003, 0.2276, 0.0298
Si, -0.0617, -0.0836, -0.0478
Si, -0.0814, -0.0244, 0.0786
Si, -0.0668, 0.0601, 0.0639
Si, 0.0958, 0.1119, -0.0227
Si, 0.0109, -0.2289, 0.2164
Si, 0.1535, -0.2412, 0.1115
Si, 0.4264, 0.2084, -0.6593
Si, 0.5385, 0.1757, -0.2868
Si, 0.2083, -0.1382, 0.22
Si, -0.042, 0.5107, -0.0704
Si, 0.0691, -0.3968, 0.4022
Si, -0.2783, -0.0332, -0.0809
Si, -0.002, -0.0043, -0.0009
Si, 0.0011, 0, -0.0003
Si, 0.0044, 0.001, 0.0047
Si, 0.0007, -0.0018, 0.0029
Si, 0.0021, -0.0012, 0.0015
Si, -0.002, -0.0004, 0.001
Si, 0.0005, -0.0005, -0.0039
Si, 0.0035, 0.0018, 0.0044
Si, -0.0071, 0.0007, -0.0127
Si, -0.0038, -0.0047, -0.0075
Si, -0.0012, 0.006, -0.0054
Si, -0.0135, -0.0068, -0.0114
Si, -0.0045, -0.0028, -0.0104
Si, 0.0032, -0.0004, -0.0032
Si, 0.006, 0.0087, -0.0089
Si, 0.003, -0.0016, 0.0031
Si, 0.0103, 0.0145, 0.0127
Si, 0.0078, -0.0023, 0.0131
Si, 0.0068, -0.0017, 0.0136
Si, 0.0066, 0.0104, 0.0204
Si, 0.0049, 0.0034, 0.0086
Si, -0.006, -0.0068, 0.0098
Si, -0.0073, -0.0028, 0.0073
Si, -0.0019, 0.0011, 0.0054
O, -0.0022, 0.0018, -0.0053
O, -0.0043, 0.0026, -0.0047
O, -0.0062, -0.0032, 0.0057
N, -0.0013, -0.0049, 0.0051
O, 0.0047, -0.0051, 0.0018
O, 0.0021, -0.0013, -0.0047
N, 0.0019, -0.0055, -0.0094
O, -0.0026, 0.0023, -0.0038
N, 0.0004, 0.001, -0.0045
O, -0.0015, 0.0015, -0.007
N, 0.0013, -0.0067, -0.0078
N, 0.0093, -0.0008, -0.0125
O, -0.0002, -0.0001, 0.0023
O, 0.003, -0.0012, 0.0031
N, -0.0004, -0.0008, 0.0041
O, 0.0029, -0.0008, 0.0025
O, 0.0036, 0.0042, 0.0044
N, -0.0004, 0.0058, 0.0119
O, -0.0005, 0.0015, 0.0046
N, -0.0011, 0.0022, 0.0029
Si, -0.0031, 0.0019, 0.0022
Si, -0.004, 0.0085, 0.003
Si, -0.0012, -0.0005, 0
Si, 0, 0.0006, -0.0016
Si, 0.0007, -0.0002, 0.002
Si, 0.0001, -0.0001, -0.0011
Si, -0.0002, 0.0002, 0.0023
Si, -0.0032, 0.0002, -0.0018
Si, -0.0017, -0.0016, 0.0034
Si, 0.0008, 0.0001, 0.001
Si, 0.0011, -0.001, -0.0032
Si, -0.0003, -0.0029, 0.0014
Si, 0.0009, 0.0003, 0.0014
Si, 0.0009, 0.0051, 0.0022
Si, 0, 0.0012, 0.001
Si, -0.0023, -0.0026, -0.0031
Si, -0.0016, -0.0007, -0.0018
Si, 0.003, -0.0006, 0.0008
Si, 0.0015, -0.0003, -0.0063
Si, 0.0016, -0.0012, 0.004
Si, 0.0005, 0.0004, -0.001
Si, 0.0002, 0.0009, -0.0013
Si, -0.0004, 0.0047, 0.0018
Si, 0.0001, -0.0021, 0.0049
Si, -0.0005, 0.0002, 0.0024
Si, 0.001, 0.0001, 0.0007
Si, -0.0003, 0.0001, 0.0023
Si, 0.001, 0.0005, 0
Si, 0.0004, -0.0003, -0.0046
Si, 0.0014, 0.0001, -0.0014
Si, -0.0004, -0.0001, 0.0007
Si, 0.0009, 0, -0.0038
Si, 0.0005, 0.0012, -0.0001
Si, 0.0005, 0.0003, 0.0017
Si, -0.0008, 0.0026, -0.0052
Si, -0.0011, 0.0007, -0.0025
Si, -0.0008, 0.0015, 0.0035
Si, 0.0004, 0.0007, 0.0009
O, 0, 0.0022, 0.0023
O, -0.0006, -0.0004, 0.0014
O, -0.0001, 0.0019, -0.0015
O, 0.0009, 0.0013, 0.0016
O, 0.0009, 0.001, -0.0012
O, 0, 0.0008, -0.0075
O, -0.0025, 0.0014, -0.0013
O, 0.0008, 0.0005, -0.0011
O, 0.0008, 0.0003, -0.0012
O, 0.0018, 0.0011, 0.0018
O, -0.0008, 0.0011, 0.0011
O, 0.0007, 0.0008, -0.0007
O, -0.0002, 0.0009, -0.0008
O, 0.0006, 0.0001, -0.0012
O, 0.0014, 0.0012, -0.0012
O, 0.0007, -0.0009, 0.0012
O, 0.0006, 0.0007, -0.0016
O, 0.0018, 0.0008, -0.0013
O, 0.0008, 0.0004, -0.0009
O, 0.0003, 0.0002, -0.0012
O, -0.0005, 0.001, -0.0014
O, 0.0003, 0.0003, 0
O, 0.0023, -0.0006, -0.0028
O, 0.0008, -0.0002, 0.0003
O, 0.0011, 0.0004, -0.0002
O, 0.0001, 0.0017, 0.0014
O, -0.0012, -0.0054, 0.0009
O, -0.001, 0.0018, -0.0023
O, 0.0039, 0, 0.0002
O, 0.0013, 0.0007, 0.0007
O, 0.0005, 0.0001, -0.0015
O, 0.0015, 0.0005, -0.0003
O, -0.0008, 0.0011, 0.0015
O, 0.0006, 0.0007, 0.0007
O, 0.0002, 0.0006, 0
O, 0.0014, 0.0005, 0.0005
O, 0.0006, -0.0001, 0.0012
O, 0.0001, 0, -0.0015
O, 0.0008, 0.0005, -0.0001
O, -0.0004, -0.0003, -0.0009
O, -0.003, -0.0005, 0.0042
O, -0.0005, -0.0006, -0.0029
O, -0.0005, -0.0004, 0.0055
O, 0.0002, 0.0015, -0.0009
O, 0.0002, 0.0032, -0.0062
O, 0.0007, 0, 0
O, -0.0011, -0.0026, 0.0001
O, 0.0044, -0.002, 0.0059
O, 0.0006, 0.0005, 0.0002
O, 0.0007, 0.0008, -0.0023
O, 0.0002, 0.0003, -0.0002
O, -0.0004, 0.0013, 0.0003
O, 0.0007, 0.001, 0.0013
O, 0.0003, 0.0005, 0.0011
O, -0.0011, -0.0053, 0.0087
O, 0.0005, 0.0004, -0.0002
O, 0.0028, -0.0012, 0.0014
O, 0.0001, 0.0014, -0.0008
O, 0.0006, 0.0015, -0.001
O, 0.0018, -0.0002, 0.0011
O, -0.0019, 0.0023, -0.0014
O, 0.0008, 0.0003, -0.0014
O, -0.0018, 0.0011, 0.0018
O, 0.0006, -0.0002, -0.0001
O, -0.0005, 0, -0.0016
O, 0.0004, -0.002, 0.0021
O, 0.001, -0.0005, 0.0007
O, 0.0005, 0.0009, -0.0012

The program warned: the cutoff lies below the one the program advises for these potential files; the forces do not sum to zero within the program's tolerance; the exchange-correlation potential is rough where the density is thin.
